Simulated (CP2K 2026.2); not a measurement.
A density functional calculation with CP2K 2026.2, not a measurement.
Periodic cell of 504 atoms, Si360O144, from a study of silicon, its oxide and their interface. The atomic structure is a simulated model.
Doubt: the forces sum to 1.57 eV/angstrom along one axis rather than to zero, so they err by at least 0.0031 eV/angstrom per atom on average; the grid cutoff is modest.

Settings
functional: PBE
method: Gaussian and plane waves
basis set: DZVP-MOLOPT-SR-GTH
pseudopotentials: GTH-PBE
grid cutoff: 350 Ry, relative cutoff 50 Ry
k points: Gamma only
occupations: fixed
spin: none
net charge: 0

Cell vectors (angstrom)
a	16.32	0	0
b	0	16.32	0
c	5.6595	2.788	34.0612

Atoms and the computed forces on them: element, x, y, z (angstrom), force x, y, z (eV/angstrom)
Si	1.438	14.522	0.148	0.037	0.254	0.678
Si	4.302	0.955	0.008	-0.115	0.124	0.738
Si	6.75	7.069	34.056	0.343	-0.116	0.738
Si	9.62	9.918	34.032	0.072	-0.256	0.709
Si	1.728	9.34	0.036	-0.293	0.036	0.755
Si	3.74	12.415	0.107	0.252	0.01	0.732
Si	6.667	15.211	0.017	0.075	-0.21	0.755
Si	14.873	4.5	34.06	0.19	-0.178	0.78
Si	6.912	3.867	0.076	-0.155	0.144	0.754
Si	9.171	7.082	0.018	0.102	-0.081	0.725
Si	7.076	9.415	0.05	-0.19	0.054	0.733
Si	9.718	12.049	0.095	-0.078	0.231	0.778
Si	12.631	14.715	0.088	-0.236	0.092	0.77
Si	14.886	1.571	0.181	0.043	-0.177	0.725
Si	12.61	3.733	0.021	-0.173	0.131	0.769
Si	15.187	6.532	0.019	-0.119	0.277	0.767
Si	11.902	9.808	0.084	0.125	-0.151	0.77
Si	14.743	12.445	0.314	-0.029	-0.135	0.735
Si	2.675	16.196	1.315	-0.002	-0.013	-0.05
Si	5.375	2.627	1.324	0.003	-0.006	-0.063
Si	2.763	5.461	1.199	-0.012	0.03	-0.062
Si	5.475	8.251	1.352	0.005	0.024	-0.042
Si	2.714	10.869	1.509	-0.003	-0.008	-0.048
Si	5.446	13.592	1.26	-0.021	0	-0.038
Si	8.166	16.397	1.356	-0.004	0	-0.078
Si	10.898	2.727	1.3	0.005	0.001	-0.053
Si	8.087	5.472	1.341	-0.007	-0.028	-0.036
Si	10.803	8.164	1.346	-0.013	0.013	-0.08
Si	8.209	10.892	1.446	0.012	-0.015	-0.047
Si	10.922	13.643	1.331	0.019	-0.018	-0.067
Si	13.685	16.307	1.428	0.014	0.019	-0.039
Si	16.372	2.778	1.469	-0.005	0.017	-0.057
Si	13.618	5.406	1.34	0.013	-0.017	-0.071
Si	16.354	8.179	1.247	0.011	-0.001	-0.064
Si	13.507	10.855	1.445	-0.005	-0.01	-0.056
Si	16.302	13.527	1.642	-0.006	-0.02	-0.045
Si	1.411	1.33	2.704	0.007	-0.024	0.001
Si	4.052	4.075	2.627	0.013	0.013	0.008
Si	1.393	6.805	2.638	0.007	-0.009	0.027
Si	4.145	9.551	2.786	0.006	-0.007	0.04
Si	1.334	12.138	2.901	0.007	-0.002	0.036
Si	4.08	14.902	2.71	0.006	-0.003	0.028
Si	6.777	1.367	2.745	-0.013	-0.012	0.041
Si	9.544	4.131	2.659	-0.017	-0.009	0.018
Si	6.754	6.816	2.724	0.001	-0.006	0.022
Si	9.524	9.509	2.801	0.017	0.005	0.047
Si	6.781	12.262	2.691	-0.012	0.017	0.004
Si	9.537	14.998	2.67	-0.011	-0.004	0.004
Si	12.215	1.332	2.702	0.011	0.015	0.014
Si	14.968	4.113	2.788	0	0.014	0.033
Si	12.22	6.788	2.65	-0.006	0.006	0.003
Si	14.965	9.479	2.673	0.018	0.007	0.011
Si	12.2	12.266	2.788	-0.015	0.017	0.037
Si	14.996	15.005	2.869	-0.029	-0.004	0.027
Si	16.372	16.366	4.147	0.008	0.002	0.015
Si	2.741	2.722	4.049	-0.01	0.008	-0.006
Si	16.359	5.481	4.078	-0.003	0.008	-0.009
Si	2.735	8.144	4.058	-0.024	0.001	-0.024
Si	16.26	10.79	4.157	-0.007	-0.008	0.019
Si	2.741	13.567	4.129	0.018	0.012	-0.022
Si	5.425	16.296	4.079	-0.014	0.002	-0.019
Si	8.172	2.756	4.039	0.001	0.006	-0.017
Si	5.405	5.419	4.042	-0.003	0.006	-0.002
Si	8.136	8.145	4.105	0.007	0.016	-0.005
Si	5.478	10.916	4.123	0.003	-0.007	0.012
Si	8.161	13.627	4.033	0.013	-0.004	-0.016
Si	10.872	16.319	4.086	0.017	0.001	-0.003
Si	13.582	2.71	4.072	0	-0.002	-0.009
Si	10.882	5.454	4.059	-0.009	0.001	0.006
Si	13.599	8.13	4.032	-0.013	-0.002	-0.003
Si	10.869	10.89	4.142	0.007	-0.013	-0.004
Si	13.589	13.608	4.139	0.007	-0.021	-0.016
Si	17.637	14.935	16.347	-0.013	-0.005	-0.009
Si	4.082	1.349	16.317	0.006	-0.005	-0.012
Si	17.681	4.022	16.281	0.011	-0.017	-0.018
Si	4.072	6.776	16.271	0.001	0.006	-0.004
Si	17.633	9.519	16.316	-0.002	-0.007	-0.018
Si	4.053	12.261	16.307	-0.002	-0.01	-0.003
Si	6.793	14.986	16.318	0.007	0.005	-0.012
Si	9.532	1.377	16.334	-0.002	0.01	-0.002
Si	6.784	4.057	16.257	0.001	0.006	-0.023
Si	9.55	6.833	16.31	0	0.017	-0.007
Si	6.822	9.521	16.276	-0.008	0.003	-0.011
Si	9.561	12.27	16.317	0.016	0.014	-0.009
Si	12.259	14.964	16.342	-0.006	0	-0.007
Si	14.958	1.345	16.361	-0.008	0.007	-0.01
Si	12.254	4.093	16.361	0.001	0.006	-0.006
Si	14.942	6.799	16.316	-0.001	-0.011	-0.001
Si	12.248	9.545	16.327	0.006	0.004	0.001
Si	14.97	12.237	16.38	0.006	-0.001	-0.005
Si	19.021	16.301	17.648	0.008	-0.001	-0.001
Si	5.458	2.712	17.668	0.008	-0.004	0.01
Si	19.083	5.339	17.604	0.01	-0.015	-0.012
Si	5.417	8.176	17.592	0.006	-0.015	0.022
Si	18.955	10.932	17.642	-0.001	0.03	-0.015
Si	5.434	13.609	17.656	-0.005	0.011	0.016
Si	8.128	16.374	17.683	0.002	0.002	-0.015
Si	10.912	2.71	17.713	-0.01	0.001	0.026
Si	8.132	5.447	17.556	-0.014	-0.004	-0.01
Si	10.917	8.19	17.703	-0.017	-0.018	0.01
Si	8.218	10.864	17.618	-0.005	0.002	-0.012
Si	10.899	13.636	17.718	-0.012	-0.024	0.01
Si	13.611	16.296	17.737	-0.003	0.014	0.004
Si	16.326	2.716	17.697	0.005	-0.006	0.015
Si	13.614	5.464	17.728	0.016	-0.008	0.003
Si	16.286	8.144	17.685	0.02	0.027	0.022
Si	13.6	10.875	17.728	0.004	0.016	0.03
Si	16.308	13.591	17.789	0.01	-0.003	-0.004
Si	17.712	17.673	19.031	0.004	0	-0.029
Si	4.138	4.063	19.051	-0.01	0.029	-0.004
Si	17.682	6.668	18.879	-0.021	-0.012	-0.024
Si	4.014	9.557	18.887	0.009	-0.015	-0.024
Si	17.651	12.206	19.163	0.01	-0.015	0.01
Si	4.019	14.926	19.014	0.011	0.004	-0.019
Si	6.764	17.699	19.095	0.014	-0.014	-0.012
Si	9.467	4.12	18.927	-0.009	-0.013	-0.029
Si	6.775	6.788	18.905	-0.018	0.001	-0.036
Si	9.56	9.56	19.052	0.001	0.018	-0.003
Si	6.856	12.222	18.923	-0.001	0.012	-0.029
Si	9.507	15.046	19.016	0.008	0.008	-0.027
Si	12.288	17.663	19.112	-0.016	0.008	-0.001
Si	14.984	4.088	19.075	-0.016	0.017	-0.024
Si	12.275	6.854	19.1	0.025	0.014	-0.013
Si	14.926	9.481	19.112	-0.037	-0.019	-0.01
Si	12.277	12.288	19.095	0.015	-0.013	-0.027
Si	14.947	14.958	19.167	-0.007	-0.018	0.015
Si	16.399	16.306	20.444	0.027	-0.001	0.055
Si	19.111	2.69	20.394	0.014	-0.008	0.077
Si	16.412	5.418	20.409	0.022	-0.017	0.034
Si	19.012	8.067	20.116	0.014	0.012	0.03
Si	16.255	10.831	20.518	0.02	0.037	0.05
Si	19.078	13.55	20.494	-0.022	-0.02	0.039
Si	5.333	16.311	20.38	-0.011	-0.003	0.054
Si	8.121	2.839	20.371	-0.02	0.005	0.083
Si	5.457	5.499	20.379	0.005	-0.002	0.063
Si	8.14	8.128	20.241	0.006	-0.003	0.046
Si	5.439	10.873	20.199	0.009	-0.011	0.028
Si	8.169	13.616	20.289	0.008	-0.021	0.022
Si	10.82	16.379	20.463	0.008	0.011	0.035
Si	13.693	2.699	20.472	0.014	-0.011	0.044
Si	10.814	5.476	20.278	-0.026	0.004	0.041
Si	13.614	8.135	20.599	0.02	0.016	0.046
Si	10.921	10.919	20.45	0.017	0.01	0.053
Si	13.586	13.627	20.588	-0.025	-0.021	0.074
Si	17.922	15.131	21.808	-0.13	-0.214	-0.735
Si	3.777	17.406	21.805	0.235	0.099	-0.751
Si	17.668	3.918	21.746	0.141	0.232	-0.706
Si	4.251	7.123	21.577	-0.054	-0.224	-0.761
Si	17.459	9.064	21.503	-0.123	0.167	-0.668
Si	4.448	12.371	21.675	-0.265	-0.041	-0.659
Si	6.527	14.696	21.537	0.063	0.023	-0.698
Si	9.724	1.783	21.681	-0.063	-0.243	-0.781
Si	7.077	4.467	21.729	-0.173	-0.159	-0.735
Si	9.301	6.663	21.634	0.162	0.135	-0.74
Si	6.519	9.259	21.453	0.098	0.038	-0.762
Si	9.736	12.553	21.662	-0.049	-0.196	-0.793
Si	11.918	14.807	21.824	0.176	0.135	-0.697
Si	15.436	17.97	21.766	-0.307	-0.13	-0.759
Si	11.99	3.928	21.535	0.201	-0.012	-0.725
Si	15.269	6.896	21.822	-0.235	-0.08	-0.695
Si	12.465	9.803	21.867	-0.135	-0.182	-0.843
Si	14.715	12.006	21.928	0.181	0.149	-0.777
Si	6.327	7.516	28.893	0.108	-0.046	-0.055
Si	5.741	2.657	32.056	0.015	-0.011	0.102
Si	5.534	13.494	32.175	0.128	-0.07	0.095
Si	20.846	12.751	27.455	0.052	0.034	0.115
Si	5.985	10.492	29.026	0.008	0.074	-0.033
Si	4.714	17.752	24.728	0.015	0.034	-0.125
Si	19.369	5.469	23.954	0.062	-0.061	-0.165
Si	20.495	10.802	31.431	0.087	-0.057	-0.019
Si	13.775	4.932	23.773	0.141	0.139	-0.144
Si	7.996	6.647	31.295	-0.082	0.039	0.094
Si	6.226	14.633	29.341	-0.067	-0.041	-0.155
Si	12.141	15.999	29.965	0.017	-0.005	0.063
Si	13.23	15.134	27.235	-0.057	0.074	0.046
Si	15.062	17.663	27.339	-0.065	0.026	-0.014
Si	17.946	9.582	26.077	-0.072	-0.085	-0.144
Si	8.807	2.589	27.137	-0.036	0.122	-0.024
Si	18.942	10.827	23.429	0.13	0.028	-0.082
Si	8.585	3.856	31.262	0.069	-0.063	0.194
Si	17.435	6.894	31.079	0.063	-0.084	0.14
Si	10.799	2.469	29.429	0.025	0.005	0.042
Si	19.887	17.44	27.336	0.008	0.051	-0.018
Si	14.27	16.688	31.926	-0.049	0.013	0.207
Si	10.761	8.033	31.936	0.009	0.141	0.08
Si	6.8	12.686	25.62	-0.014	0.008	0.002
Si	8.204	10.752	23.69	0.123	0.023	-0.13
Si	6.863	15.58	24.36	-0.04	0.061	-0.104
Si	11.273	8.93	29.044	0.006	0.003	-0.045
Si	10.843	11.991	29.577	0.095	0.011	0.042
Si	18.423	6.777	26.672	0.026	0.034	-0.054
Si	11.015	13.714	31.927	0.045	-0.007	0.106
Si	7.77	5.496	26.818	-0.007	0.021	-0.057
Si	15.745	7.873	26.784	-0.03	-0.044	-0.168
Si	10.429	8.596	23.922	-0.084	-0.009	-0.234
Si	17.756	12.428	26.829	0.115	-0.048	-0.194
Si	17.087	18.105	31.342	-0.055	-0.124	0.126
Si	5.868	4.138	24.633	0.037	0.069	-0.044
Si	13.283	5.953	26.656	0.055	0.076	0.014
Si	17.484	16.616	28.842	0.052	-0.075	-0.053
Si	13.582	3.702	28.843	-0.005	0.013	-0.055
Si	19.926	6.032	29.24	-0.092	0.019	-0.004
Si	13.818	12.635	28.668	-0.059	-0.081	0.076
Si	14.205	9.613	28.753	-0.074	-0.001	0.035
Si	10.466	7.216	26.713	-0.114	-0.011	-0.053
Si	16.894	13.022	23.779	-0.074	0.083	0.03
Si	6.365	17.468	28.279	-0.048	0.054	0.07
Si	9.198	17.403	24.629	0.04	0.07	-0.156
Si	20.814	3.002	29.44	-0.071	-0.054	-0.001
Si	14.431	18.269	24.447	-0.055	-0.048	-0.06
Si	8.16	12.601	28.431	-0.042	-0.14	0.066
Si	15.807	9.426	31.196	0.004	-0.077	0.185
Si	17.815	11.761	31.188	0.034	-0.016	0.121
Si	12.136	16.277	24.604	0.077	0.042	-0.203
Si	16.452	13.696	29.318	0.038	-0.092	0.143
Si	15.754	4.289	31.067	-0.022	0.06	0.17
Si	1.39	14.96	5.469	-0.004	-0.009	0.007
Si	4.089	1.366	5.431	0.002	-0.004	0.003
Si	1.37	4.077	5.42	0.002	-0.001	0.006
Si	4.069	6.778	5.429	0.008	0.003	0.005
Si	1.363	9.465	5.461	0.006	-0.006	0.004
Si	4.101	12.236	5.489	-0.003	-0.007	0.016
Si	6.807	14.96	5.432	-0.017	-0.018	0
Si	9.51	1.38	5.418	-0.009	0.001	0.003
Si	6.799	4.092	5.411	0.006	0.003	0.005
Si	9.52	6.795	5.439	-0.003	0.006	0.009
Si	6.809	9.525	5.467	0.001	0.003	0.01
Si	9.489	12.261	5.447	-0.007	0.007	0.001
Si	12.221	14.969	5.469	-0.002	0.004	0.006
Si	14.958	1.384	5.457	-0.011	0.011	0.012
Si	12.23	4.081	5.424	0.009	-0.002	0.008
Si	14.964	6.804	5.431	0.01	0.004	0.009
Si	12.261	9.506	5.432	0.008	0.003	0.005
Si	14.94	12.22	5.478	0	0.008	0.012
Si	2.736	16.334	6.815	0.002	0.001	-0.003
Si	5.455	2.722	6.787	-0.001	0.002	-0.004
Si	2.721	5.425	6.801	-0.003	-0.001	-0.005
Si	5.428	8.151	6.792	0.001	0.003	0
Si	2.717	10.859	6.806	-0.001	0.001	-0.003
Si	5.463	13.607	6.821	-0.001	-0.004	0.003
Si	8.16	16.332	6.787	0.001	0	-0.004
Si	10.874	2.725	6.79	0.005	0.005	-0.002
Si	8.155	5.439	6.794	0.001	0.007	-0.003
Si	10.887	8.156	6.794	-0.006	0.002	-0.004
Si	8.16	10.889	6.821	-0.011	-0.003	-0.002
Si	10.858	13.607	6.815	0.001	-0.004	0
Si	13.601	16.328	6.807	0.005	-0.005	0
Si	16.321	2.742	6.803	-0.004	0.005	0
Si	13.601	5.435	6.784	0.006	0	0.001
Si	16.314	8.137	6.826	0	0.004	-0.001
Si	13.588	10.863	6.83	0.006	-0.002	0
Si	16.326	13.592	6.805	-0.003	-0.001	0.004
Si	1.356	1.368	8.159	-0.002	-0.004	-0.004
Si	4.089	4.074	8.156	-0.005	0.005	-0.008
Si	1.358	6.777	8.172	-0.014	-0.013	0.003
Si	4.077	9.507	8.168	-0.01	-0.013	-0.005
Si	1.363	12.229	8.162	0.012	-0.003	-0.003
Si	4.093	14.967	8.169	0.011	0.004	0.002
Si	6.804	1.362	8.156	0	0.003	-0.003
Si	9.517	4.08	8.155	-0.007	-0.003	-0.002
Si	6.798	6.802	8.155	0.002	0.007	-0.006
Si	9.53	9.522	8.16	0.009	0.019	-0.003
Si	6.803	12.24	8.185	0	-0.001	0
Si	9.51	14.976	8.167	-0.003	-0.005	-0.007
Si	12.237	1.369	8.158	-0.001	0.002	-0.004
Si	14.957	4.089	8.163	0.005	0	0
Si	12.245	6.794	8.153	0.003	0.008	-0.017
Si	14.964	9.513	8.177	0.014	0.004	0.002
Si	12.223	12.238	8.168	-0.007	-0.008	0.002
Si	14.959	14.957	8.158	-0.003	0	-0.003
Si	16.317	16.321	9.517	0	-0.001	0.002
Si	2.721	2.721	9.519	0.009	0.003	-0.003
Si	16.314	5.433	9.534	0	-0.001	0.004
Si	2.715	8.15	9.526	0.003	0.008	-0.003
Si	16.322	10.879	9.528	-0.001	0.004	0.003
Si	2.725	13.595	9.515	-0.008	-0.002	-0.006
Si	5.448	16.325	9.525	0	0	-0.002
Si	8.166	2.718	9.517	0.001	-0.005	0.001
Si	5.442	5.44	9.518	0.004	0.001	-0.005
Si	8.159	8.165	9.515	-0.001	-0.002	-0.005
Si	5.434	10.875	9.527	0	0.004	0
Si	8.163	13.608	9.533	-0.005	-0.003	0
Si	10.881	16.328	9.521	0	0.003	-0.003
Si	13.6	2.722	9.52	0.002	0.005	0
Si	10.882	5.439	9.514	0.003	0.001	-0.004
Si	13.598	8.152	9.525	-0.002	-0.004	-0.002
Si	10.875	10.88	9.533	-0.006	-0.006	0.003
Si	13.594	13.602	9.518	0.007	-0.004	0
Si	17.676	14.953	10.869	0.012	-0.004	-0.004
Si	4.079	1.359	10.876	-0.002	-0.004	0.004
Si	17.673	4.069	10.885	-0.01	0.004	-0.004
Si	4.08	6.795	10.883	-0.002	-0.003	-0.001
Si	17.678	9.515	10.886	0.002	-0.007	0.001
Si	4.077	12.238	10.887	0.002	-0.004	0.003
Si	6.8	14.962	10.889	0.004	0	0
Si	9.526	1.365	10.884	-0.003	0.005	0.002
Si	6.806	4.079	10.872	0.001	-0.001	0.002
Si	9.524	6.804	10.87	0	0.006	-0.002
Si	6.801	9.523	10.884	0	0.002	0.001
Si	9.523	12.249	10.892	0	0.004	0
Si	12.24	14.967	10.882	-0.008	0.001	-0.005
Si	14.955	1.356	10.882	-0.003	0.002	0.003
Si	12.242	4.082	10.881	0	-0.006	0.001
Si	14.956	6.797	10.89	0.007	0.001	-0.003
Si	12.241	9.518	10.88	0.003	0.008	-0.003
Si	14.957	12.243	10.876	0.006	-0.007	0.002
Si	2.714	16.311	12.224	-0.007	-0.002	-0.002
Si	5.446	2.717	12.227	0	0.009	0.004
Si	2.709	5.438	12.234	0.001	-0.006	0.001
Si	5.439	8.16	12.243	0.002	0.001	-0.004
Si	2.715	10.878	12.246	-0.002	0.004	-0.003
Si	5.435	13.603	12.247	0.002	0.005	0.003
Si	8.17	16.318	12.238	-0.003	-0.002	0
Si	10.89	2.722	12.247	0	0.006	0.004
Si	8.172	5.438	12.227	0.003	0	-0.004
Si	10.882	8.161	12.237	-0.002	-0.002	-0.001
Si	8.156	10.893	12.244	-0.001	0	0
Si	10.889	13.607	12.25	-0.001	-0.005	0.004
Si	13.595	16.322	12.252	0.001	-0.01	0.004
Si	16.315	2.709	12.249	0.012	-0.005	0.006
Si	13.601	5.435	12.249	0.001	0.004	0.004
Si	16.311	8.163	12.245	-0.001	0.005	0.006
Si	13.6	10.883	12.234	0	-0.006	0.005
Si	16.314	13.602	12.239	0	0.005	0
Si	17.668	1.326	13.595	0.015	-0.007	0.001
Si	4.069	4.065	13.574	-0.002	0.005	0.007
Si	17.667	6.796	13.597	-0.001	0.005	-0.001
Si	4.074	9.518	13.606	0.008	-0.007	0.005
Si	17.668	12.239	13.6	-0.001	-0.005	0.006
Si	4.067	14.966	13.598	-0.012	0.005	0.002
Si	6.81	1.359	13.586	0.004	-0.007	0.007
Si	9.535	4.092	13.599	-0.006	0	0.002
Si	6.814	6.796	13.582	0.003	-0.006	0.004
Si	9.533	9.539	13.589	-0.004	0.003	0
Si	6.8	12.254	13.611	-0.006	0.003	0.007
Si	9.529	14.968	13.608	0.002	-0.003	0.007
Si	12.243	1.367	13.622	-0.01	0.01	0.004
Si	14.957	4.07	13.614	0.002	-0.005	0.005
Si	12.24	6.802	13.6	-0.005	0.005	0.008
Si	14.948	9.526	13.601	0	0.008	-0.005
Si	12.261	12.25	13.604	0.006	-0.007	0
Si	14.952	14.954	13.609	0.007	0	0.01
Si	16.301	16.306	14.978	0	-0.006	-0.002
Si	2.723	2.682	14.928	-0.014	-0.004	-0.006
Si	16.318	5.433	14.967	0.008	0.006	0
Si	2.695	8.16	14.958	-0.005	-0.001	-0.002
Si	16.296	10.89	14.963	0.005	0	0.009
Si	2.694	13.613	14.955	0.008	0.003	0.002
Si	5.441	16.328	14.943	0	0	0
Si	8.18	2.713	14.937	-0.003	0.006	-0.002
Si	5.433	5.43	14.912	0.001	-0.018	0.001
Si	8.183	8.164	14.93	0	0.001	-0.002
Si	5.43	10.891	14.959	0.004	0.005	-0.003
Si	8.168	13.618	14.973	-0.002	-0.004	0.002
Si	10.886	16.321	14.981	0.004	-0.003	0.008
Si	13.604	2.72	14.996	0.006	-0.008	0.004
Si	10.898	5.443	14.973	0	0.002	0.007
Si	13.59	8.167	14.962	0.008	0.005	-0.003
Si	10.899	10.897	14.953	-0.012	0.006	-0.002
Si	13.616	13.592	14.992	-0.004	-0.006	-0.001
O	16.819	8.31	30.621	0.206	-0.01	-0.307
O	13.138	17.512	32.747	-0.051	0.095	-0.311
O	17.658	10.822	27.07	0.04	-0.282	0.652
O	7.261	11.381	24.814	-0.225	-0.303	0.037
O	16.853	6.727	27.118	-0.292	-0.51	0.308
O	12.205	15.456	28.448	-0.422	-0.156	-0.181
O	14.466	16.167	27.312	0.493	-0.134	0.246
O	9.884	14.348	32.875	-0.246	-0.38	-0.37
O	18.595	9.516	22.582	0.469	-0.427	-0.022
O	4.027	11.513	23.023	0.259	-0.236	0.42
O	6.112	17.689	32.957	-0.324	-0.431	-0.239
O	18.839	10.322	24.944	0.495	-0.077	0.31
O	18.767	6.507	30.258	0.199	-0.06	-0.036
O	6.934	14.057	24.82	0.057	-0.063	-0.134
O	5.663	14.236	30.778	-0.243	0.278	-0.058
O	16.282	5.788	30.857	-0.374	0.116	-0.357
O	7.095	6.382	32.616	-0.009	-0.215	-0.178
O	19.372	16.342	33.755	0.062	0.117	-0.591
O	5.642	8.203	33.683	0.028	-0.002	-0.267
O	10.587	16.624	24.771	-0.164	0.007	0.348
O	5.725	2.623	25.221	0.253	-0.053	0.247
O	5.113	16.946	27.385	0.205	-0.411	-0.249
O	13.75	5.625	33.665	0.008	0.224	-0.559
O	16.674	15.275	29.186	-0.328	0.178	0.301
O	16.564	2.778	22.14	0.116	-0.099	0.296
O	17.75	7.063	32.651	-0.135	0.534	-0.164
O	21.159	7.062	29.326	-0.065	0.306	0.08
O	15.03	17.372	23.234	-0.109	-0.573	0.308
O	9.36	7.26	31.866	0.031	0.109	-0.032
O	19.853	6.635	22.949	-0.006	0.246	0.209
O	11.784	6.36	27.093	0.08	-0.033	0.218
O	9.13	2.405	25.56	0.085	0.585	-0.245
O	10.431	9.44	32.685	0.378	0.412	-0.175
O	15.448	9.157	32.748	0.283	-0.585	-0.027
O	13.774	4.92	27.795	0.47	0.01	-0.057
O	18.365	4.495	23.118	0.01	0.028	0.285
O	12.19	13.065	32.837	0.051	0.108	-0.066
O	14.468	4.029	30.146	-0.389	-0.122	0.134
O	18.142	12.009	32.751	0.31	-0.066	-0.037
O	10.807	13.663	22.224	0.128	-0.174	0.398
O	16.499	10.864	31.032	-0.334	0.281	-0.309
O	16.476	13.728	33.675	-0.01	-0.05	-0.442
O	21.408	3.8	32.986	0.06	0.229	-0.299
O	12.35	12.522	29.337	0.096	0.143	0.206
O	9.128	6.331	26.463	0.131	0.005	-0.063
O	16.946	3.261	30.698	0.354	0.212	-0.413
O	11.866	7.239	32.795	0.115	0.055	-0.381
O	21.231	14.572	33.167	0.181	0.139	-0.223
O	5.245	12.569	26.023	-0.283	0.011	-0.431
O	18.781	16.381	27.88	0.039	-0.417	-0.219
O	11.528	14.897	30.965	-0.08	0.022	0.116
O	12.054	3.494	29.343	-0.135	0.423	0.263
O	7.77	17.737	27.564	0.122	-0.463	0.1
O	16.406	8.021	22.241	0.085	0.059	0.263
O	12.754	8.996	28.392	0.053	-0.218	-0.474
O	6.484	16.234	29.324	0.177	0.236	0.217
O	12.517	4.828	22.779	-0.142	0.5	0.116
O	6.475	3.966	23.147	0.062	-0.531	0.213
O	17.857	18.195	32.749	0.06	0.437	-0.106
O	19.266	12.926	27.166	0.096	0.414	-0.001
O	11.153	19.036	33.588	0.039	0.076	-0.441
O	17.28	14.48	23.176	-0.198	0.184	0.18
O	9.241	4.231	32.697	0.113	0.138	-0.105
O	5.953	2.62	28.83	0.561	0.354	-0.031
O	12.945	17.68	24.711	-0.332	0.143	-0.047
O	8.474	11.007	33.59	-0.046	-0.108	-0.402
O	7.275	7.594	30.21	0.099	0.309	0.155
O	14.431	9.477	30.35	-0.479	-0.116	0.271
O	10.269	8.241	27.968	-0.578	0.114	0.071
O	15.38	12.642	23.301	-0.341	0.031	0.594
O	5.445	16.303	24.664	-0.162	-0.337	0.345
O	4.26	18.097	23.205	0.132	0.517	0.058
O	4.863	11.392	28.276	-0.285	0.003	-0.091
O	19.741	17.74	25.74	-0.542	0.125	-0.427
O	19.002	16.273	22.267	-0.042	-0.018	0.399
O	7.672	13.94	29.179	0.308	0.395	0.464
O	17.826	11.927	23.051	0.025	-0.098	-0.343
O	14.911	13.308	29.679	-0.237	0.127	0.57
O	15.274	18.175	25.815	0.264	0.221	-0.115
O	18.585	6.116	25.208	-0.465	0.161	-0.04
O	14.658	15.386	32.801	-0.319	-0.332	-0.377
O	8.973	11.966	22.965	0.035	0.304	0.388
O	10.182	2.344	27.943	0.169	0.067	-0.423
O	13.178	5.271	25.211	-0.176	0.073	0.003
O	9.879	7.429	22.946	-0.025	-0.21	0.286
O	10.932	2.813	22.099	0.019	0.01	0.383
O	8.24	4.075	27.448	-0.144	0.001	0.329
O	8.026	16.406	25.085	-0.084	-0.011	0.653
O	12.43	15.53	23.195	0.423	-0.085	0.029
O	6.232	9.042	28.331	0.184	-0.06	-0.233
O	13.72	13.6	27.372	0.196	-0.121	-0.638
O	19.12	11.002	30.592	-0.168	-0.199	-0.813
O	7.222	9.956	22.719	-0.061	-0.134	0.341
O	7.769	12.742	26.89	0.525	0.1	0.065
O	10.395	12.511	31.042	-0.339	-0.405	0.192
O	19.336	5.988	27.733	-0.025	-0.23	-0.103
O	15.409	3.981	32.621	0.179	-0.461	-0.164
O	20.499	4.565	29.605	-0.048	-0.053	0.447
O	11.734	9.248	23.217	0.214	-0.08	0.488
O	7.159	3.126	31.436	0.133	-0.094	-0.398
O	7.16	15.54	22.773	0.544	0.415	-0.139
O	5.378	8.229	22.022	-0.094	0.09	0.519
O	6.941	12.947	32.755	0.421	0.277	-0.326
O	17.918	17.221	30.28	0.59	-0.157	0.136
O	10.77	10.398	29.444	-0.435	0.004	0.399
O	15.605	17.525	31.627	0.025	0.255	-0.232
O	11.338	8.132	30.441	0.39	-0.433	-0.087
O	12.535	15.279	25.797	-0.162	-0.299	0.04
O	14.458	3.476	23.916	0.115	0.095	0.053
O	19.391	5.386	33.697	-0.205	0.051	-0.127
O	14.349	7.158	26.407	-0.271	0.415	-0.393
O	15.395	8.798	28.053	0.287	0.056	0.284
O	8.254	16.273	33.663	-0.123	-0.022	-0.522
O	5.168	14.04	28.236	-0.127	0.285	-0.086
O	14.781	6.068	23.169	0.313	-0.065	0.314
O	13.644	16.3	30.493	0.417	-0.192	-0.512
O	5.389	10.252	30.517	0.334	-0.508	0.112
O	20.212	9.789	32.655	-0.394	-0.012	-0.286
O	5.532	13.516	22.136	0.214	0.177	0.436
O	17.503	13.141	30.415	0.267	0.29	0.021
O	8.222	5.556	22.158	-0.045	-0.045	0.246
O	13.578	10.905	22.372	0.011	0.187	0.617
O	14.059	2.331	28.129	-0.261	-0.252	-0.063
O	11.263	17.349	29.987	-0.125	-0.206	0.051
O	17.217	12.906	25.36	-0.066	0.046	0.278
O	14.282	11.148	28.255	0.496	0.134	-0.244
O	16.499	8.874	25.702	-0.163	0.287	-0.315
O	4.362	4.723	24.529	-0.226	-0.006	0.204
O	8.299	5.262	30.526	0.015	0.024	-0.706
O	20.875	12.234	32.056	-0.209	0.021	0.115
O	6.819	5.094	25.546	-0.185	0.086	-0.105
O	9.764	12.542	28.514	0.03	0.107	-0.266
O	19.749	2.376	28.378	-0.417	0.442	-0.129
O	20.931	18.658	30.927	-0.254	-0.132	-0.054
O	18.838	8.36	26.668	0.586	0.261	0.12
O	6.909	6.45	27.813	-0.033	-0.131	0.102
O	8.974	17.778	23.081	-0.537	0.087	0.066
O	9.627	2.988	30.41	0.124	-0.015	-0.115
O	13.773	11.036	33.582	-0.033	-0.013	-0.458
O	10.836	7.985	25.346	0.426	0.084	0.171
O	16.491	17.639	28.079	0.127	0.4	0.113
O	7.396	11.304	29.064	0.11	-0.228	0.101
O	16.736	13.071	27.87	-0.367	0.04	-0.344
O	9.306	9.713	24.233	-0.089	0.127	0.601

Results
total energy: -101657.753 eV
total energy less fixed offsets of O -438.35, Si -107.03 eV per atom: -4.553 eV
